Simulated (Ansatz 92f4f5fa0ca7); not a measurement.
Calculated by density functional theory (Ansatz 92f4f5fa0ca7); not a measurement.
Periodic cell of 414 atoms, Si266O148, from a study of silicon, its oxide and their interface. The atomic structure is a simulated model.
Doubt: the cutoff is far below the 930 eV that the study's wrapper takes by default for these files, so forces and energies are approximate.

Settings: functional PBE; potential files Ansatz PAW; basis plane waves; wave-function cutoff 580 eV; density cutoff ratio 5; exchange-correlation grid ratio 1; k mesh 1 x 1 x 1, Gamma-centred; self-consistency stop 5e-08 eV per atom in the density residual; occupations fixed; spin none; net charge 0.

Cell vectors (angstrom)
a	15.4687	0	0
b	0	12.8259	0
c	0	0	36.6799

Atoms and the computed forces on them: element, x, y, z (angstrom), force x, y, z (eV/angstrom)
Si	0.0027	1.1421	33.9973	0.0195	0.0066	-0.0065
Si	3.8264	1.1095	34.1048	0.0195	0.0575	-0.008
Si	7.7937	1.1622	34.0334	0.0059	0.0092	0.0136
Si	11.623	1.147	33.9819	0.0047	0.029	0.0006
Si	2.0302	7.6452	33.9576	0.0097	-0.0263	0.0383
Si	5.8406	7.616	33.9049	-0.0002	-0.0064	0.0355
Si	9.6692	7.6301	33.9096	-0.0249	-0.0205	0.0281
Si	13.5518	7.5998	33.9843	0.0084	-0.0054	0.0365
Si	1.9336	5.247	34.4131	-0.052	0.3653	0.3363
Si	5.8008	5.247	34.4131	0.3049	-0.2796	-0.6273
Si	9.6679	5.247	34.4131	-0.218	0.5128	0.2396
Si	13.5351	5.247	34.4131	0.137	0.0329	0.1884
Si	0	11.6599	34.4131	0.0522	0.0475	0.4419
Si	3.8672	11.6599	34.4131	-0.1189	-0.3269	0.008
Si	7.7343	11.6599	34.4131	0.5144	-0.1317	0.0695
Si	11.6015	11.6599	34.4131	0.0563	-0.0612	-0.3802
Si	0	4.664	35.6498	-0.049	0.3099	0.2321
Si	3.8672	4.664	35.6498	-0.0626	0.0061	-0.0653
Si	7.7343	4.664	35.6498	-0.0349	0.1749	0.0266
Si	11.6015	4.664	35.6498	-0.0273	0.1101	0.0496
Si	1.9336	11.0769	35.6498	-0.102	-0.177	-0.0565
Si	5.8008	11.0769	35.6498	-0.029	-0.0101	-0.1754
Si	9.6679	11.0769	35.6498	-0.0696	-0.1066	0.0111
Si	13.5351	11.0769	35.6498	0.0355	-0.0201	-0.0788
Si	0	2.332	36.062	0.0199	-0.0075	-0.1243
Si	3.8672	2.332	36.062	-0.0989	0.2041	0.4285
Si	7.7343	2.332	36.062	0.165	0.0917	0.1815
Si	11.6015	2.332	36.062	0.0616	-0.0096	-0.168
Si	1.9336	8.745	36.062	0.1041	0.0266	-0.0225
Si	5.8008	8.745	36.062	0.148	-0.1446	-0.3485
Si	9.6679	8.745	36.062	-0.0094	-0.0018	-0.352
Si	13.5351	8.745	36.062	0.0243	-0.0303	-0.0074
Si	1.9336	1.749	0.6188	0.0378	0.0846	0.0443
Si	5.8008	1.749	0.6188	-0.0418	-0.0498	-0.0858
Si	9.6679	1.749	0.6188	-0.0939	-0.0087	0.0338
Si	13.5351	1.749	0.6188	-0.0359	0.0357	-0.0271
Si	0	8.162	0.6188	-0.1128	-0.0558	-0.0429
Si	3.8672	8.162	0.6188	0.0461	-0.0331	-0.0338
Si	7.7343	8.162	0.6188	0.0245	-0.0881	-0.0659
Si	11.6015	8.162	0.6188	-0.0188	-0.1083	-0.0737
Si	0	5.83	1.031	0.0087	-0.0346	0.0334
Si	3.8672	5.83	1.031	0.0082	-0.0314	0.0052
Si	7.7343	5.83	1.031	0.044	-0.063	0.0067
Si	11.6015	5.83	1.031	0.0555	0.011	0.0214
Si	1.9336	12.2429	1.031	0.1121	-0.0495	-0.0364
Si	5.8008	12.2429	1.031	0.0289	-0.0002	0.0011
Si	9.6679	12.2429	1.031	0.0493	0.0134	0.0183
Si	13.5351	12.2429	1.031	-0.0271	-0.1207	-0.0907
Si	1.9336	5.247	2.2678	-0.0445	-0.0423	-0.3708
Si	5.8008	5.247	2.2678	0.0255	0.0983	0.1431
Si	9.6679	5.247	2.2678	-0.1764	-0.12	-0.0653
Si	13.5351	5.247	2.2678	-0.1796	0.0956	0.0002
Si	0	11.6599	2.2678	-0.2033	-0.0401	-0.0464
Si	3.8672	11.6599	2.2678	-0.1503	-0.0913	-0.4361
Si	7.7343	11.6599	2.2678	-0.0873	-0.0537	-0.3527
Si	11.6015	11.6599	2.2678	0.2648	-0.0142	-0.1056
Si	1.9336	2.915	2.68	-0.0096	0.0218	0.003
Si	5.8008	2.915	2.68	0.0491	-0.0329	0.0963
Si	9.6679	2.915	2.68	0.0981	0.1079	0.028
Si	13.5351	2.915	2.68	0.0524	0.0742	0.0803
Si	0	9.328	2.68	0.1022	-0.1315	-0.1502
Si	3.8672	9.328	2.68	-0.0708	0.112	0.0899
Si	7.7343	9.328	2.68	-0.0297	0.1325	0.1446
Si	11.6015	9.328	2.68	0.051	0.0649	0.0412
Si	-0.5051	1.1674	18.8881	-0.0262	0.0212	-0.0167
Si	10.7815	2.7457	19.3329	-0.0777	-0.0295	-0.0765
Si	4.0572	-4.8494	24.4504	0.0303	0.0046	-0.008
Si	19.121	-2.0409	22.998	0.0099	-0.0607	0.0164
Si	-0.1046	3.9116	28.9991	-0.012	0.0318	0.0159
Si	1.3391	10.6865	24.8114	-0.0041	-0.0244	0.0285
Si	14.1101	12.2517	25.597	0.0377	0.0234	0.0524
Si	16.8412	9.5932	29.2101	0.1098	0.0182	-0.0022
Si	-5.0705	-1.7377	21.7072	-0.008	0.0111	0.0245
Si	2.4296	3.3242	25.6715	-0.0037	-0.044	-0.0967
Si	13.9484	5.5318	27.8064	-0.0717	-0.0475	0.0561
Si	11.9052	4.4729	27.5208	-0.053	0.0683	0.0191
Si	3.4679	14.4289	28.9716	-0.0774	0.0239	-0.0075
Si	1.9533	7.2223	29.4376	0.0108	-0.0012	-0.0058
Si	9.6472	14.3135	17.5306	0.0236	0.0365	0.0182
Si	17.1133	16.5184	22.5264	0.036	0.022	0.019
Si	-1.6406	7.2873	29.5125	0.01	0.0207	-0.0092
Si	7.281	1.1483	30.0216	0.003	-0.0479	0.005
Si	3.7858	4.7482	31.4373	-0.0614	-0.0355	0.0314
Si	10.8898	3.7398	29.4667	0.0383	-0.0258	-0.0622
Si	5.7634	7.1149	29.1533	0.0002	0.0607	0.0182
Si	5.972	12.2869	31.4834	0.1063	0.1018	-0.0032
Si	12.3078	14.4898	26.4251	0.0074	-0.02	-0.0364
Si	12.9157	10.2344	27.609	-0.0547	0.0536	-0.0469
Si	1.8191	4.9762	28.1949	0.0093	0.0017	0.0192
Si	1.9134	-1.739	31.0358	0.0199	0.0261	-0.0005
Si	3.9502	7.0211	30.7256	-0.0158	0.0292	0.0086
Si	15.5877	1.4503	29.1992	-0.0371	0.0045	0.0646
Si	2.6318	10.584	27.5112	0.0874	0.067	-0.1194
Si	7.9227	7.0444	30.3965	0.0471	0.0281	0.001
Si	11.7681	7.0355	30.6907	-0.023	0.0057	0.002
Si	15.6275	6.8635	30.9182	-0.0049	0.0419	0.024
Si	1.975	0.6721	30.6128	-0.0245	-0.0341	0.0332
Si	5.2355	-4.0607	27.2863	-0.0359	0.0824	-0.162
Si	6.4183	1.1866	27.8708	-0.0636	-0.0764	-0.0475
Si	17.2636	0.9718	27.4895	0.1287	-0.0212	-0.0217
Si	-1.071	9.5658	29.2385	-0.1302	-0.0222	-0.0003
Si	3.5694	3.9352	29.315	0.0099	-0.0468	-0.0005
Si	9.8172	1.8621	24.4427	-0.0049	-0.0143	0.0163
Si	9.9399	7.6927	29.2953	-0.0003	-0.0093	0.0023
Si	0.0473	4.5905	31.2439	0.0074	-0.0167	-0.0442
Si	6.8394	3.5242	30.3167	0.0177	-0.032	0.0088
Si	8.8004	4.7086	30.4332	-0.0409	-0.0117	0.0162
Si	11.7882	4.7638	31.3212	-0.0004	-0.0104	0.0234
Si	-1.8689	13.4829	30.4887	-0.0678	-0.0048	-0.0293
Si	9.5685	13.4291	30.6136	0.0488	0.0174	-0.0484
Si	9.6616	11.0986	30.9456	-0.0199	0.0583	0.0029
Si	13.6519	11.0772	31.0013	0.0379	0.0017	-0.0296
Si	1.8963	3.9784	32.4769	0.0214	0.0071	0.0059
Si	5.6979	3.8191	32.381	0.0372	0.0069	0.0182
Si	9.8417	4.0965	32.4264	-0.0108	0.0302	0.0039
Si	13.648	3.9966	32.4291	-0.0499	-0.0133	0.0515
Si	0.0377	10.5691	32.376	-0.0038	0.0107	-0.0021
Si	3.9936	10.8114	32.1681	-0.0215	-0.0556	0.0256
Si	7.7045	10.6857	32.2388	-0.0218	-0.022	0.0227
Si	11.6421	10.5792	32.2432	-0.0274	0.0042	-0.0017
Si	1.9669	1.652	32.7787	-0.0096	0.0328	0.0244
Si	5.7701	1.457	32.9015	-0.0465	-0.0757	-0.0207
Si	9.7128	1.7431	32.7188	-0.0248	-0.0381	0.0072
Si	13.5666	1.659	32.6953	-0.0025	0.0143	0.006
Si	0.0539	8.2368	32.8166	0.0019	-0.0379	-0.0046
Si	3.9709	8.382	32.6547	-0.009	0.0155	0.0035
Si	7.7295	8.2088	32.5603	0.0117	0.0119	0.0104
Si	11.6502	8.2567	32.7154	0.0184	-0.0333	-0.0007
Si	0	2.332	3.9167	-0.0848	-0.0963	-0.4338
Si	3.8672	2.332	3.9167	-0.3536	0.3537	0.314
Si	7.7343	2.332	3.9167	0.0036	-0.0639	0.4909
Si	11.6015	2.332	3.9167	-0.2164	-0.3147	-0.1686
Si	1.9336	8.745	3.9167	-0.0549	0.0273	-1.0474
Si	5.8008	8.745	3.9167	0.3169	0.0079	0.617
Si	9.6679	8.745	3.9167	-0.0437	-0.4717	0.4593
Si	13.5351	8.745	3.9167	-0.1398	0.1997	0.4413
Si	1.934	6.4395	4.2667	-0.0166	-0.0042	-0.0146
Si	5.7652	6.3984	4.3632	0.0048	0.0061	-0.0011
Si	9.5671	6.4123	4.3132	-0.0143	-0.0148	0.0277
Si	13.4534	6.3899	4.3491	0.0013	0.0052	-0.0263
Si	-0.0924	12.8473	4.3095	-0.0138	0.0024	-0.0015
Si	3.7789	12.8447	4.2594	0.0056	0.0117	0.0174
Si	7.7545	12.8034	4.2968	-0.0007	-0.0159	0.0032
Si	11.6383	12.8162	4.3146	-0.0122	-0.0248	0.0161
Si	0.0122	5.8085	5.4082	-0.0003	0.038	0.0148
Si	3.7905	5.8335	5.5481	0.0174	0.0118	-0.0198
Si	7.6659	5.7829	5.6452	0.0229	-0.0016	-0.0091
Si	11.4499	5.7348	5.5243	0.0098	0.0321	0.0289
Si	1.8301	12.2858	5.4819	0.0191	-0.0117	-0.0128
Si	5.7294	12.3211	5.3944	0.0002	-0.0038	0.0144
Si	9.7242	11.9624	5.3875	-0.0118	-0.0164	-0.0507
Si	13.5136	12.3927	5.7219	-0.0009	-0.0389	-0.0289
Si	-0.0128	3.5414	5.8886	-0.0212	-0.0014	-0.0018
Si	3.7418	3.5273	6.0564	0.0105	-0.0258	-0.0252
Si	7.6224	3.4473	6.0927	0.0021	0.0221	-0.0021
Si	11.4659	3.4339	5.9646	-0.0256	-0.0187	-0.016
Si	1.7648	9.9638	5.8199	-0.0253	0.0479	0.0028
Si	5.7251	10.0767	5.9972	0.0027	0.0169	0.0141
Si	9.8774	9.6813	6.124	0.0079	0.0298	-0.0155
Si	13.5354	9.9663	6.0514	-0.0606	0.0168	-0.0399
Si	-1.9587	8.654	12.2083	0.0039	0.0042	0.0558
Si	7.6518	6.7718	7.8145	0.0464	-0.0022	0.0031
Si	9.5623	2.6566	7.2168	0.0175	0.0528	-0.1055
Si	12.8788	2.7015	12.0227	0.0493	-0.0519	0.0675
Si	-0.0211	9.2141	7.1049	0.0221	-0.0419	0.0225
Si	3.696	9.5144	6.9157	0.0007	0.0097	0.054
Si	5.5753	8.9398	12.1956	0.0083	-0.0131	0.2148
Si	11.7568	9.337	9.7454	0.0353	-0.0037	-0.034
Si	3.6713	7.2514	7.4039	0.0009	0.0024	0.0336
Si	-0.1963	6.8312	7.4703	0.0206	0.0288	-0.0178
Si	8.5256	8.956	7.9452	-0.0041	0.0071	0.0246
Si	12.4028	11.5557	9.9956	-0.0284	-0.0418	0.0271
Si	-0.5972	11.2324	10.1412	0.0277	-0.0263	-0.025
Si	7.5668	12.5036	8.344	-0.1049	-0.0273	-0.2091
Si	7.2691	15.9533	10.841	0.1857	0.1972	-0.2533
Si	7.3584	14.1449	12.2868	-0.0069	-0.2977	-0.4206
Si	1.6965	7.3046	8.7619	0.0082	-0.0157	-0.0442
Si	1.7745	2.9537	7.314	0.0087	-0.0007	-0.0191
Si	9.5345	6.2656	9.2105	-0.0178	-0.0598	0.022
Si	13.4758	5.5017	8.3857	0.0076	-0.0186	0.0011
Si	3.8106	12.7274	8.728	0.0097	-0.0192	0.0307
Si	1.885	13.3902	7.5483	-0.0081	0.0298	-0.0131
Si	11.5363	13.3558	8.7145	0.0213	-0.0526	-0.0054
Si	9.6095	13.1323	7.3076	0.0362	0.0255	0.0872
Si	1.2156	3.8456	9.5222	-0.1017	0.0361	0.034
Si	5.6196	2.9443	7.3645	0.0475	-0.0416	-0.0365
Si	10.0329	2.2588	9.525	-0.0693	-0.1818	-0.0356
Si	14.4851	4.4436	10.2036	0.1061	-0.0188	0.0346
Si	0.0561	13.2027	8.9983	0.0273	-0.0105	0.0335
Si	8.7004	9.2635	12.1696	-0.0325	0.0295	0.1243
Si	5.2299	9.2566	9.8564	0.0069	-0.0156	-0.0555
Si	12.1097	12.5523	12.0942	-0.0845	0.0164	0.0203
Si	1.2267	1.7238	10.5964	0.0976	-0.0021	-0.0441
Si	10.913	7.6196	13.7572	0.0465	0.0566	0.0112
Si	13.5969	1.0515	7.6931	-0.0444	0.0221	0.0229
Si	9.5814	8.5282	10.0592	0.0126	0.0017	-0.0789
Si	2.217	14.3935	20.3588	0.0002	-0.0086	0.0138
Si	3.3032	10.4178	9.0568	0.0228	0.0094	-0.054
Si	6.7098	10.301	8.2332	0.0523	-0.0263	0.0337
Si	11.8192	8.9771	7.3606	-0.0265	-0.038	0.0174
Si	-1.9711	3.3618	7.1217	0.0086	0.0109	0.0172
Si	8.1346	0.9594	10.1177	0.0003	0.1724	0.5982
Si	5.6495	0.5994	7.4274	-0.0114	-0.0016	-0.0328
Si	5.1751	3.2938	9.7209	-0.0544	0.0329	0.0954
Si	5.4383	10.7542	16.7229	-0.012	0.0112	-0.0138
Si	4.2273	13.8761	12.6921	-0.1771	-0.0708	0.1386
Si	9.7767	6.8374	16.4684	0.0089	0.0154	-0.0184
Si	15.3817	1.8625	13.4651	-0.0723	0.0676	0.0188
O	4.6605	11.392	15.4385	-0.028	-0.0205	0.0008
O	10.2379	6.7758	18.0363	-0.0013	0.0134	0.0247
O	9.2527	-4.4219	19.9553	0.0289	-0.0104	-0.0071
O	5.8725	4.8249	25.4539	-0.0033	-0.0397	0.0572
O	12.4841	9.2283	26.404	0.0144	-0.0179	-0.0126
O	21.8237	18.3184	16.5212	0.0077	0.001	-0.0098
O	-5.4212	-7.675	23.0248	0.0083	-0.0139	0.0004
O	1.8543	-5.2169	22.2719	0.0007	-0.0175	-0.0032
O	-0.1032	17.2358	16.0294	-0.0017	-0.0193	0.0208
O	16.0647	14.1079	12.0903	-0.0432	-0.0013	0.1301
O	4.6229	8.9409	19.5244	-0.0083	-0.0145	0.0022
O	5.4933	27.1913	18.4487	-0.0103	0.0245	0.0262
O	10.2202	12.8622	17.0009	0.0207	-0.0009	-0.0014
O	8.0395	1.2166	17.8134	0.0154	0.0216	0.0116
O	-6.0483	5.2993	16.0962	-0.0076	0.0075	-0.0047
O	11.5109	-10.83	20.6101	0.0127	0.0034	0.0382
O	0.0134	-9.3154	22.5204	-0.0053	-0.0018	-0.0052
O	16.2339	11.1435	20.3598	-0.0269	0.016	0.0061
O	24.5424	11.5973	14.8889	-0.0047	-0.0139	0.0119
O	17.131	19.2088	11.7452	-0.0144	0.0157	-0.0057
O	3.5579	15.1173	13.558	0.0053	0.024	-0.0302
O	4.3386	-3.3797	23.6901	-0.0298	0.0258	-0.0015
O	2.7838	12.883	20.6029	-0.0072	0.0036	-0.0005
O	6.9967	-0.0944	19.8434	0.0105	-0.0117	0.0398
O	-4.0997	-16.7537	23.9831	-0.014	0.0053	-0.0106
O	9.0475	10.1677	27.4828	-0.0352	-0.0102	-0.0261
O	-1.3449	-1.2319	21.9306	-0.0129	0.0126	-0.0132
O	3.0063	-15.2506	21.547	-0.0012	0.0309	-0.0051
O	-0.0519	13.6739	14.7305	0.003	0.0453	0.0001
O	-12.4601	2.2397	19.0934	-0.0112	0.0047	0.0021
O	4.7141	-0.8651	22.7023	0.018	0.0267	0.002
O	9.0585	3.2958	24.6608	0.0192	-0.0214	0.0029
O	14.0316	15.3179	18.8681	0.01	-0.0005	0.0043
O	16.3085	11.5308	15.9368	-0.0293	0.0175	0.0086
O	29.2008	1.011	25.8803	-0.0167	-0.0094	0.0057
O	17.5188	-2.8454	26.1048	-0.0274	-0.023	0.0332
O	10.8673	-6.2707	20.7626	0.0109	0.0012	-0.0012
O	-13.1004	12.2214	27.3153	-0.0463	0.0465	0.0685
O	0.0727	0.8449	17.3896	-0.011	-0.0085	0.0175
O	19.564	6.7565	21.0225	-0.0082	-0.0081	-0.0102
Si	-7.9708	12.6857	25.4236	0.025	-0.034	0.0378
Si	-0.8624	-6.4132	24.7005	0.0423	-0.0318	0.0166
Si	5.6264	4.771	28.6453	-0.03	-0.0579	-0.0491
Si	23.5596	4.3087	20.2553	0.0206	-0.0093	-0.0044
Si	-1.0405	-1.9519	12.419	0.0055	-0.0899	0.0135
Si	8.1403	9.8176	26.164	-0.026	-0.0169	0.0446
Si	4.7354	5.4816	10.4228	0.0075	0.0006	-0.0536
Si	6.6957	0.4583	18.3522	-0.0134	-0.0127	-0.0315
Si	5.8068	-9.7	21.8444	-0.0085	0.0345	0.0235
Si	20.0224	-10.0889	19.0078	0.0139	-0.0193	-0.0067
Si	11.5016	14.2417	29.4355	-0.0181	0.0249	0.1404
Si	21.3921	5.3881	23.9345	-0.0115	0.0619	-0.0104
Si	1.7075	7.8805	23.8748	0.0255	0.0108	-0.0072
Si	1.0382	-2.4532	14.7837	0.0421	0.0197	-0.0305
Si	14.9224	8.5063	16.563	-0.001	-0.0072	-0.0099
Si	3.6981	3.7506	14.2904	-0.016	-0.0048	-0.0113
Si	11.4676	6.5975	7.7125	0.0142	0.0269	0.001
Si	-6.2416	3.841	15.4024	0.0265	-0.0518	0.0513
Si	8.9598	4.8684	24.2378	-0.0505	0.028	-0.0086
Si	6.3511	4.6249	15.1331	0.0072	-0.0107	0.0506
Si	2.3646	5.7913	10.3577	0.0129	-0.0637	0.0505
Si	7.751	-0.9991	20.9436	-0.0181	0.0007	-0.0383
Si	0.1959	6.296	12.446	-0.0297	0.0386	0.0106
Si	5.9074	5.1577	18.0559	-0.012	0.0051	0.0301
Si	14.0338	4.2686	22.3416	-0.0026	0.0285	0.0169
Si	10.5548	7.5176	19.4565	-0.0163	0.0041	-0.0181
Si	-0.8278	-1.4508	20.4025	0.0254	-0.0099	-0.0106
Si	3.9549	-1.7692	14.0127	0.0092	0.0387	0.0524
Si	3.6419	14.2909	10.4685	-0.0421	-0.017	-0.014
Si	12.295	-4.5938	25.1451	0.011	-0.0386	0.0368
Si	-0.2383	-0.0623	16.0675	0.0124	0.0103	-0.0191
Si	10.0308	-2.8315	28.8098	-0.0048	-0.0264	-0.0215
Si	10.5006	6.0455	26.5705	0.0274	0.0004	0.0378
Si	15.134	5.6637	17.0461	0.0035	0.0181	0.0231
Si	10.5069	4.611	12.6577	0.1485	-0.0213	0.1763
Si	-5.4925	11.436	16.2241	-0.0142	-0.0116	0.0008
Si	7.9247	22.0726	16.9488	-0.0072	0.0074	-0.0223
Si	1.5657	-5.264	18.2548	0.0097	0.014	0.0115
Si	12.9707	-0.5441	22.8355	0.0072	-0.0014	0.0267
Si	9.7557	8.8745	23.6724	-0.0029	-0.0012	0.0036
Si	3.8524	-3.2076	18.2491	0.0306	0.0569	-0.044
Si	9.379	17.1017	10.6162	-0.1364	0.1963	0.034
Si	12.7886	-1.9532	16.6851	-0.0175	0.0094	-0.0313
Si	12.3332	-2.9314	19.4671	0.0024	0.0085	-0.0024
Si	21.3744	0.1627	23.0408	-0.015	0.009	0.0083
Si	17.8475	11.3202	20.3518	0.0126	-0.0257	-0.0082
Si	5.4989	-5.7545	8.8831	-0.0267	-0.0041	0.0089
Si	5.0936	5.9256	12.7044	-0.044	0.058	-0.0053
Si	11.8756	14.9471	22.2054	0.0129	0.0053	0.0123
Si	9.6827	6.2748	21.8811	-0.0151	-0.0068	-0.0106
Si	2.4647	6.5743	21.1857	0.0187	0.013	0.0433
Si	7.6744	8.8399	19.9779	-0.053	-0.0167	-0.0062
Si	20.9085	-9.0788	26.5835	0.0055	0.035	-0.0937
Si	-6.2399	24.8857	13.3458	0.0836	-0.1435	-0.0364
Si	0.9093	-8.3689	14.7563	-0.0067	0.0136	-0.0769
Si	13.5077	16.8324	19.2153	-0.0054	-0.0162	-0.014
Si	20.6208	-5.3486	19.9976	0.0068	0.0068	0.018
Si	16.4745	9.6483	9.1945	-0.0259	0.0626	0.0068
O	8.4383	5.7282	20.9691	0.0187	-0.0066	0.0055
O	-6.0993	-0.7994	20.857	0.0169	-0.0129	0.0245
O	29.8709	-5.8608	16.352	0.0073	-0.0006	0.0064
O	1.1846	6.1733	17.4582	-0.0026	-0.0005	-0.0023
O	-2.9356	3.2641	26.5519	0.0108	-0.0336	-0.0127
O	4.4492	8.0062	26.0526	0.0183	0.0099	0.0634
O	7.4189	10.2473	20.7417	0.0213	0.0168	0.0093
O	11.8955	3.8955	18.8846	0.0067	0.0125	0.0059
O	21.5779	13.0361	24.6515	0.0229	0.0029	-0.0174
O	22.0974	20.5919	20.6581	0.0091	-0.0001	-0.0125
O	0.7266	16.0563	13.7286	-0.0512	-0.083	0.0161
O	7.1833	8.7146	12.4741	0.0151	0.0046	-0.0409
O	-5.7419	8.6652	13.3137	0.0009	-0.0114	-0.0292
O	21.9134	2.4538	26.799	0.0472	-0.003	0.0241
O	-1.7664	3.0319	10.6395	-0.059	0.0451	0.031
O	6.7076	-3.5887	26.7137	-0.0108	-0.0291	0.0202
O	5.3184	4.3069	22.8643	0.0063	-0.0281	-0.0102
O	11.3331	10.2809	20.6725	-0.0093	0.011	0.018
O	2.8649	8.4024	17.6764	-0.0313	-0.0407	0.0027
O	2.5928	-2.6112	14.3357	-0.0037	0.0129	-0.0068
O	7.2692	8.989	18.4129	0.0131	0.0035	0.0054
O	2.4561	17.0468	15.2417	-0.002	0.0145	0.0198
O	12.1727	-14.7323	18.2049	0.0054	-0.0142	0.005
O	5.8636	13.7674	12.8624	0.1095	0.0006	0.0318
O	-6.8573	10.9084	12.3488	0.0097	0.0157	-0.0165
O	-6.0177	-9.264	19.8117	0.0172	0.017	0.0236
O	-3.0998	21.0396	13.3165	-0.027	0.0025	0.0095
O	10.4307	1.8977	22.9331	0.0062	-0.0013	0.0094
O	-4.3847	1.4686	25.3806	0.0031	0.0091	0.02
O	13.6391	9.4958	16.5287	0.0103	0.0027	0.0209
O	20.3113	20.3858	12.7536	0.0017	-0.0259	-0.0169
O	0.91	-3.4811	23.9683	0.0012	0.0149	0.0092
O	15.7309	8.5489	18.005	-0.0074	-0.0031	-0.0072
O	7.2629	12.3767	22.3867	-0.0065	0.004	0.0024
O	16.2004	6.7456	24.5348	-0.0207	-0.0107	0.0087
O	11.7967	1.0136	27.8423	0.0085	-0.0122	-0.1045
O	-7.0166	0.6767	13.3192	0.0413	0.1099	0.1581
O	-18.0507	-4.3623	10.6693	0.0011	0.0249	0.0064
O	9.1404	10.3456	17.1256	0.0081	-0.0082	0.0041
O	20.7922	6.5261	18.6882	0.0103	-0.0121	-0.0005
O	17.6448	3.6582	24.0854	-0.0076	0.0032	-0.005
O	-4.0266	10.8596	15.7622	0.0074	0.0131	0.0242
O	13.8988	-2.8172	19.8978	-0.0018	0.0084	0.0092
O	0.1867	-1.0398	25.2437	-0.0229	-0.0009	0.0019
O	2.319	15.2465	21.7468	-0.0035	0.0014	-0.0084
O	3.8342	17.8167	13.222	0.0179	0.0151	-0.0007
O	26.9784	-2.1982	28.388	0.0533	0.0001	0.024
O	7.8977	-14.5241	25.2466	-0.0068	0.0745	0.0061
O	9.9004	6.9124	27.8218	0.0067	-0.0112	-0.061
O	0.6659	1.5068	19.9411	0.0169	-0.003	-0.0043
O	14.0944	-7.3323	23.4363	0.0011	-0.0022	-0.016
O	6.3161	-7.2497	13.7829	0.026	-0.0042	0.0005
O	5.0576	3.6429	15.165	0.007	0.0091	-0.0149
O	3.5911	-0.3505	13.282	0.0405	0.012	-0.0619
O	-1.7124	7.8082	24.5777	-0.0417	0.0186	0.0118
O	-1.0219	18.6154	26.2176	0.0015	0.0263	-0.0611
O	13.0542	13.8847	22.6117	-0.0203	-0.0222	0.0002
O	7.6404	16.4655	15.0995	-0.0082	0.0159	-0.0211
O	6.6395	22.6193	16.0966	0.0069	-0.0298	0.0082
O	8.6969	-12.0822	24.7777	-0.0236	-0.0105	0.0098
O	13.2169	-1.065	24.3476	-0.0125	0.001	-0.0377
O	9.7628	-10.2009	16.3413	-0.0135	0.0185	-0.0263
O	22.8205	-9.4875	21.3494	-0.0067	0.0011	0.0084
O	2.4911	11.4579	23.9497	-0.0008	0.0259	0.0012
O	19.4837	15.9454	26.0297	-0.0121	0.0102	0.0519
O	15.9946	18.6704	13.9781	0.0299	-0.0362	0.0148
O	9.506	10.185	22.7344	0.0332	0.0089	-0.017
O	-0.6223	-5.1161	12.4105	-0.0132	0.0073	-0.0207
O	4.8951	3.2259	20.5188	0.0047	-0.0095	-0.0075
O	-1.5888	17.3813	20.7227	0.0164	-0.0014	0.0137
O	6.1959	12.022	17.4521	0.0044	0.0276	0.0321
O	7.5366	5.4445	23.6596	0.0179	-0.0281	0.031
O	1.912	4.6223	26.548	0.0037	0.0174	0.0231
O	20.4216	-2.6454	13.0667	-0.0011	-0.0384	-0.0882
O	7.1822	12.8374	27.0204	-0.0064	0.0705	0.0142
O	1.6933	-10.9384	26.0893	0.0039	0.0278	0.0247
O	20.5459	-6.0274	23.8316	-0.0036	-0.0348	0.0022
O	-2.8382	-9.3316	22.6843	0	-0.0036	-0.004
O	2.9443	-1.9918	18.8958	-0.0108	-0.0025	0.0263
O	4.8402	13.736	28.3129	0.1471	-0.0272	-0.0535
O	20.1915	4.0306	18.0387	0.0106	0.0098	-0.0022
O	13.4247	-0.7383	12.9888	-0.0102	-0.0172	-0.0492
O	2.0955	5.0583	21.7078	-0.0092	-0.0112	-0.0061
O	-0.7365	18.0351	11.6549	-0.0375	-0.0114	-0.0413
O	-4.0602	-0.8559	22.5845	-0.0166	-0.0219	-0.0394
O	25.4702	16.6081	13.9778	0.0205	0.0602	-0.1343
O	12.0098	-8.8028	12.3679	-0.0551	-0.0136	-0.0238
O	15.6844	10.8104	13.4552	-0.0132	-0.0186	-0.0242
O	-6.5598	8.8284	25.0863	0.0066	0.0192	-0.0088
O	11.9921	14.175	11.8157	0.0248	0.0468	-0.0133
O	-1.2658	-0.1676	19.468	0.0101	-0.0157	0.0076
O	-1.7508	-0.679	16.2566	0.005	-0.0069	0.0237
O	0.4828	21.7761	15.3617	0.0025	-0.0003	0.0177
O	9.3165	-5.218	22.7482	0.0112	0.0149	0.0074
O	13.6136	-1.269	26.966	-0.0049	-0.0832	0.0238
O	11.9069	21.1936	19.1139	0.0053	0.0077	0.0013
O	7.1782	4.5997	18.9319	-0.0129	0.0093	0.0028
O	5.6078	14.4954	22.523	0.0047	-0.03	0.0038
O	10.797	12.204	12.9818	-0.0147	0.0135	-0.0147
O	10.887	7.3891	15.3837	-0.0299	-0.0165	0.0357
O	-6.2418	5.6757	25.6225	0.0479	0.007	0.0279
O	-1.2702	-7.7085	18.2485	0.0111	0.0004	-0.0159
O	-1.6301	15.1617	13.2748	0.0753	-0.0222	-0.042
O	-6.9784	7.8476	16.3304	0.0034	-0.0046	0.0128
O	19.7039	10.0729	27.6668	0.0223	-0.0525	0.077
O	-3.9374	6.8966	25.6393	-0.0031	0.0313	0.0178
O	17.2468	7.0579	19.7868	-0.0051	-0.0009	-0.0168
O	10.6446	6.2061	12.9897	-0.0522	-0.0675	-0.0297

Results
free energy: -253261.233 eV
free energy less fixed offsets of O -568.88, Si -635.61 eV per atom: 5.267 eV

The program warned: the cutoff lies below the one the program advises for these potential files; the forces do not sum to zero within the program's tolerance; the exchange-correlation potential is rough where the density is thin.
